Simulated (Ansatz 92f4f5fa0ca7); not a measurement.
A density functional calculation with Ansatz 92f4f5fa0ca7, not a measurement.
Periodic cell of 240 atoms, Si148O92, from a study of silicon, its oxide and their interface. The atomic structure is a simulated model.
This geometry differs little from another in the collection (a relaxation step or a small displacement).

Settings: functional PBE; potential files Ansatz PAW; basis plane waves; wave-function cutoff 700 eV; density cutoff ratio 5; exchange-correlation grid ratio 1; k mesh 2 x 2 x 1, shifted by 0.5 0.5 0.5 of a step; self-consistency stop 5e-08 eV per atom in the density residual; occupations fixed; spin none; net charge 0.

Cell vectors (angstrom)
a	11.6015	0	0
b	0	10.938	0
c	0	0	32.3051

Atoms: element, x, y, z (angstrom)
Si	0.1829	-0.0574	23.7959
Si	3.9104	0.352	23.6712
Si	7.6253	-0.0361	23.6648
Si	1.8701	1.5824	23.5847
Si	5.9536	1.5721	23.5555
Si	9.7418	1.0325	23.6269
Si	-0.0738	5.3486	23.8331
Si	3.8441	5.7312	23.4086
Si	7.7278	5.2954	23.596
Si	1.7456	6.8049	23.686
Si	5.9323	6.8261	23.5598
Si	9.614	6.6886	23.6305
Si	1.9585	2.8308	25.565
Si	5.7701	2.8439	25.5251
Si	9.6375	2.5993	25.4905
Si	11.5305	4.0049	25.6995
Si	3.8568	4.2601	25.4038
Si	7.7686	4.0533	25.579
Si	2.0068	8.2256	25.564
Si	5.7992	8.2218	25.5024
Si	9.6686	8.1775	25.5025
Si	11.6515	9.4993	25.6513
Si	3.9005	9.7008	25.5157
Si	7.7398	9.5478	25.5801
Si	11.6117	0.0114	27.4982
Si	3.8779	0.0144	27.4998
Si	7.7124	0.0033	27.4814
Si	1.9566	1.384	27.4564
Si	5.7844	1.3997	27.4389
Si	9.6536	1.3325	27.4779
Si	11.5942	5.4932	27.5098
Si	3.8852	5.4726	27.4493
Si	7.7458	5.4801	27.4656
Si	1.969	6.8319	27.4762
Si	5.7975	6.8525	27.4508
Si	9.6651	6.849	27.4668
Si	1.9336	2.7345	29.4058
Si	5.8008	2.7345	29.4058
Si	9.6679	2.7345	29.4058
Si	0	4.1018	29.4058
Si	3.8672	4.1018	29.4058
Si	7.7343	4.1018	29.4058
Si	1.9336	8.2035	29.4058
Si	5.8008	8.2035	29.4058
Si	9.6679	8.2035	29.4058
Si	0	9.5708	29.4058
Si	3.8672	9.5708	29.4058
Si	7.7343	9.5708	29.4058
Si	0	0	31.3394
Si	3.8672	0	31.3394
Si	7.7343	0	31.3394
Si	1.9336	1.3673	31.3394
Si	5.8008	1.3673	31.3394
Si	9.6679	1.3673	31.3394
Si	0	5.469	31.3394
Si	3.8672	5.469	31.3394
Si	7.7343	5.469	31.3394
Si	1.9336	6.8362	31.3394
Si	5.8008	6.8362	31.3394
Si	9.6679	6.8362	31.3394
Si	1.9336	2.7345	0.9679
Si	5.8008	2.7345	0.9679
Si	9.6679	2.7345	0.9679
Si	0	4.1018	0.9679
Si	3.8672	4.1018	0.9679
Si	7.7343	4.1018	0.9679
Si	1.9336	8.2035	0.9679
Si	5.8008	8.2035	0.9679
Si	9.6679	8.2035	0.9679
Si	0	9.5708	0.9679
Si	3.8672	9.5708	0.9679
Si	7.7343	9.5708	0.9679
Si	11.5986	0.0181	2.8683
Si	3.8644	-0.0191	2.9412
Si	7.7122	0.0272	2.8677
Si	1.933	1.3654	2.8945
Si	5.7748	1.3751	2.9377
Si	9.6599	1.3899	2.9517
Si	11.6006	5.4733	2.8942
Si	3.8871	5.4618	2.8736
Si	7.7316	5.4478	2.8975
Si	1.9578	6.8197	2.9068
Si	5.7983	6.8137	2.8951
Si	9.6694	6.8248	2.8942
Si	1.9158	2.827	4.754
Si	5.7675	2.6591	4.9535
Si	9.6525	2.716	4.958
Si	11.5556	4.1518	4.8451
Si	3.8745	4.1055	4.79
Si	7.6777	4.074	4.8214
Si	1.9841	8.1467	4.868
Si	5.7634	8.1227	4.8592
Si	9.6781	8.2516	4.7777
Si	11.6857	9.5435	4.7354
Si	3.9077	9.5766	4.9172
Si	7.6699	9.4854	4.6801
Si	11.8832	0.0148	6.5971
Si	3.8654	-0.0033	6.9227
Si	7.7386	-0.2066	6.6179
Si	2.1255	1.4989	6.6443
Si	5.9888	1.3292	7.0111
Si	9.7478	0.9867	6.6696
Si	11.4781	5.5778	6.7486
Si	3.7928	5.3971	6.7571
Si	7.6597	5.5024	6.7015
Si	1.8907	6.8311	6.8801
Si	5.6505	6.7936	6.8526
Si	9.5478	6.9082	6.7009
O	7.886	4.4691	7.9727
O	5.2957	7.6222	8.2763
O	0.5119	9.9896	7.9386
O	6.4432	2.26	8.3439
O	1.936	7.7696	8.2633
O	9.4801	7.738	8.1511
O	11.2049	4.6111	8.0761
O	7.6878	9.6998	7.9303
O	3.219	10.1035	8.2484
O	2.3082	2.2956	8.1048
O	3.9829	4.3739	8.076
O	9.6025	1.0848	8.3249
O	3.8867	5.0674	21.8686
O	3.9416	10.2012	22.433
O	6.3183	7.604	22.1418
O	1.1352	7.4804	22.2868
O	9.5849	7.3988	22.1359
O	0.3182	10.0235	22.3901
O	7.8191	4.4288	22.1623
O	10.0817	1.4737	22.0673
O	7.2339	10.1054	22.2611
O	6.305	2.2932	22.0722
O	1.6537	2.4774	22.1759
O	-0.1432	4.4122	22.4634
Si	7.2725	3.2605	21.147
Si	4.394	9.0815	12.2176
Si	9.7555	4.4739	15.832
Si	0.8076	8.8222	21.424
Si	6.2607	0.5381	12.3834
Si	1.0939	5.1334	14.6326
Si	6.2343	6.5747	17.2353
Si	3.63	7.5344	18.4766
Si	4.6655	1.5467	16.7448
Si	7.3776	3.4069	9.0859
Si	1.3196	9.5376	11.9036
Si	9.8297	1.3505	15.6227
Si	5.3907	3.959	18.6572
Si	0.1919	4.0577	9.4744
Si	6.2	5.1703	11.4789
Si	10.3518	8.4978	13.2876
Si	8.9794	10.44	11.3401
Si	4.4739	2.928	11.7876
Si	1.8129	9.3489	8.6989
Si	2.782	10.7064	18.4587
Si	3.1738	5.2403	20.3994
Si	3.7806	9.917	20.8583
Si	3.0157	3.4523	9.0133
Si	11.1806	0.2282	18.1069
Si	9.3014	6.4587	17.8681
Si	6.7347	8.9153	21.2673
Si	10.0327	1.9065	20.5053
Si	8.4656	8.7126	8.9664
Si	9.906	1.8161	9.7303
Si	11.0969	8.6084	16.4118
Si	2.374	7.6535	15.9455
Si	6.9888	11.0013	15.3013
Si	5.2672	8.2699	14.9191
Si	11.2162	4.2066	12.2951
Si	8.8165	5.6578	13.301
Si	5.7228	7.7114	9.8528
Si	0.3957	1.307	13.3922
Si	2.8412	2.5982	14.4225
Si	0.7391	3.5942	21.371
Si	9.5896	7.861	20.5802
O	10.6508	0.9661	14.2561
O	3.9524	4.4166	19.2504
O	3.4804	0.5425	17.2252
O	4.8269	8.8236	10.6529
O	5.448	6.3965	10.7445
O	1.7365	6.5978	14.8954
O	1.6694	4.6316	20.5231
O	3.1924	9.1088	18.3685
O	10.5464	8.7894	14.883
O	1.1352	8.6531	16.3319
O	2.7835	9.0687	12.4648
O	8.1092	8.6259	20.3628
O	2.2673	9.1973	20.7748
O	7.7835	6.9782	17.5383
O	5.2447	7.4232	18.2338
O	10.8517	1.2853	16.9063
O	11.1005	8.5819	20.4163
O	6.5953	4.1939	10.248
O	6.406	3.8751	19.9217
O	9.4043	9.704	12.7193
O	1.481	9.4913	10.2812
O	9.8505	0.8529	11.0447
O	0.6576	5.1803	13.0673
O	2.8273	6.7892	17.2624
O	10.6535	9.7408	17.5014
O	9.5848	7.0765	13.0312
O	9.6872	4.365	12.8132
O	5.1015	2.5493	17.9338
O	9.3484	9.4882	10.0746
O	5.3044	9.3028	20.4822
O	1.1793	0.1025	18.4595
O	1.7856	4.3581	9.5722
O	1.5949	1.5447	14.4881
O	5.0288	4.38	12.2892
O	9.5831	6.6544	19.4684
O	8.693	2.8793	9.8821
O	3.5174	0.2559	19.8575
O	3.2022	6.8056	19.8856
O	0.1768	8.5071	12.4732
O	5.985	4.989	17.535
O	6.3764	9.4667	15.1985
O	0.1174	2.6632	12.5053
O	7.382	10.7935	11.4072
O	8.5235	2.5296	20.3606
O	10.4422	7.245	17.0013
O	5.1262	8.0631	13.29
O	3.6987	8.4944	15.4283
O	-0.4552	4.7713	10.7704
O	11.3884	2.4781	9.6057
O	6.9103	0.7962	13.8477
O	0.8722	11.0329	12.4044
O	11.3505	4.7453	15.4962
O	8.7377	5.4163	14.924
O	2.2828	4.0567	14.8774
O	7.3382	7.9235	9.8425
O	5.856	6.9425	15.6771
O	8.551	0.3112	15.7715
O	4.0857	2.2675	15.4072
O	4.9236	10.5753	12.568
O	3.3446	2.5172	12.8728
O	6.0413	0.7765	16.3956
O	9.3486	2.9142	15.5801
O	7.395	5.6312	12.4952
O	5.7601	1.9286	11.7401
O	3.8311	2.875	10.2856
O	10.3196	0.6873	19.4379
O	11.2845	2.9476	20.3032
O	9.4683	4.8947	17.3957

Results
free energy: -146424.767 eV
free energy less fixed offsets of O -569.03, Si -635.61 eV per atom: -3.727 eV

Forces (eV/angstrom), in the order of the atoms: element, x, y, z
Si	-0.0078	-0.0144	-0.0005
Si	-0.0095	0.0195	-0.031
Si	0.0403	-0.0194	-0.0125
Si	0.0191	0.0152	-0.0018
Si	-0.0142	0.0169	-0.013
Si	-0.0339	0.0067	-0.0258
Si	-0.0337	0.0051	-0.0069
Si	-0.0244	-0.0065	-0.0027
Si	0.0025	-0.0097	-0.0228
Si	0.0246	0.0285	-0.0443
Si	-0.0229	0.0078	-0.0245
Si	0.0211	-0.0115	-0.0042
Si	-0.019	0.0223	0.0072
Si	0.0109	0.0162	0.0044
Si	0.0228	0.0245	-0.0113
Si	0.0131	-0.0343	0.0214
Si	0.0161	-0.0266	-0.0163
Si	-0.0142	-0.0274	0.0054
Si	-0.0281	0.017	-0.0046
Si	0.0101	0.0178	0.0002
Si	-0.0015	0.0323	-0.0017
Si	0.0112	-0.026	0.0101
Si	0.0002	-0.0285	0.0043
Si	-0.0255	-0.014	-0.0101
Si	0.0062	0.0207	0.0038
Si	0.0023	0.0167	0.0049
Si	-0.0061	0.0203	0.0047
Si	-0.0096	-0.0178	0.0043
Si	0.0101	-0.0143	0.002
Si	0.004	-0.0101	0.0134
Si	0.0094	0.0222	-0.0021
Si	-0.0033	0.0099	0.0059
Si	-0.0069	0.0232	0.0074
Si	-0.015	-0.0203	0.0056
Si	0.0086	-0.0227	0.0006
Si	0.0047	-0.0165	0.0092
Si	0.0187	0.007	-0.0517
Si	-0.0058	0.0427	-0.074
Si	-0.0137	-0.0017	-0.1367
Si	0.0214	0.0685	0.1855
Si	0.0462	-0.0003	-0.1804
Si	-0.0271	0.0785	-0.0489
Si	-0.0042	0.0045	0.0071
Si	0.0403	0.0002	-0.0465
Si	-0.0126	0.0828	-0.0783
Si	0.0552	0.054	0.1499
Si	0.0239	-0.0308	0.1153
Si	-0.0986	0.0383	0.0674
Si	0.0115	-0.0889	-0.0206
Si	0.0016	0.0202	0.0253
Si	-0.0116	-0.0577	-0.029
Si	-0.014	-0.0031	0.0036
Si	0.027	-0.0862	0.0133
Si	0.0039	-0.0569	0.0324
Si	0.009	-0.0617	0.0251
Si	-0.0043	0.0375	-0.0083
Si	-0.0026	-0.0099	-0.0145
Si	-0.0017	-0.0079	-0.0013
Si	-0.0058	-0.0357	-0.021
Si	-0.0072	-0.0002	-0.001
Si	0.0522	-0.0127	-0.0674
Si	-0.0793	0.0143	0.1868
Si	-0.0103	-0.0141	0.213
Si	0.0143	0.0172	0.0033
Si	0.0095	-0.1256	-0.1962
Si	0.0137	-0.0339	-0.1051
Si	0.033	-0.034	0.1045
Si	0.028	0.0207	0.0828
Si	-0.0337	-0.0159	0.0075
Si	-0.0381	0.0489	-0.1358
Si	-0.0186	0.0301	0.1798
Si	0.0017	0.0899	-0.1652
Si	0.0083	0.0219	-0.005
Si	-0.0093	0.0215	-0.0068
Si	0.0022	0.024	-0.0059
Si	-0.0004	-0.0191	-0.0015
Si	0.0104	-0.016	-0.0054
Si	-0.0082	-0.0206	-0.0057
Si	-0.01	0.0174	-0.0031
Si	-0.0016	0.0183	-0.0092
Si	0.0014	0.0279	-0.0031
Si	-0.0019	-0.0204	0.0032
Si	0.001	-0.0184	-0.0112
Si	0.0014	-0.0113	-0.0038
Si	0.017	0.0254	-0.0023
Si	0.0263	0.0196	0.0033
Si	-0.0142	0.0178	0.0007
Si	0.0006	-0.0255	0.0056
Si	-0.0087	-0.0303	0.0135
Si	0.0155	-0.0271	0.0009
Si	0.0095	0.0275	-0.0011
Si	-0.0131	0.0226	0.0195
Si	-0.0118	0.0313	0.0032
Si	0.0089	-0.0269	0.0014
Si	-0.017	-0.0208	-0.0043
Si	0.0208	-0.0305	-0.0018
Si	-0.0356	-0.0034	-0.0032
Si	0.027	-0.0084	0.0341
Si	-0.0292	-0.0169	0.009
Si	-0.0201	0.0168	0.0031
Si	-0.0326	0.0025	0.0033
Si	0.0555	0.0113	0.0191
Si	0.012	0.0077	0.0093
Si	-0.0103	0.0015	0.0117
Si	-0.0109	0.0039	0.0048
Si	-0.0113	-0.0212	0.0021
Si	0.015	-0.0008	0.0078
Si	0.0034	-0.0126	0.0031
O	-0.0055	-0.0009	0.0016
O	0.0057	-0.0021	-0.0046
O	-0.0021	0.0004	0.0015
O	0.0023	0.0073	0.0028
O	-0.0039	0.012	0.0047
O	-0.0032	-0.0012	-0.0007
O	0.0068	-0.004	0.0062
O	0.0015	0.0045	-0.0063
O	-0.0046	-0.0021	-0.0023
O	-0.0087	-0.0106	-0.0114
O	0.0024	0.0032	-0.0028
O	-0.0012	0.001	0.0111
O	0.0073	-0.0133	-0.0196
O	0.0014	0.0026	0.0095
O	-0.0051	-0.0112	0.0093
O	0.019	0.0046	0.0176
O	-0.0031	0.0092	-0.0023
O	0.0019	0.0038	0.0061
O	0.0057	0.0088	0.0097
O	-0.0057	0.0229	-0.0109
O	0.0042	-0.0028	-0.0061
O	-0.0059	-0.0082	0.004
O	0.0056	-0.0078	0.0031
O	0	0.0019	0.0014
Si	-0.008	-0.0062	-0.0081
Si	-0.0013	-0.0004	-0.0074
Si	0.001	-0.0028	0.0078
Si	0.0183	-0.0236	0.0196
Si	0.0011	0.0002	-0.0066
Si	0	0.0021	0.0036
Si	-0.0003	-0.0017	0.0106
Si	-0.0023	-0.0054	0.0126
Si	0.002	0.0002	0.0099
Si	-0.0056	-0.0032	-0.0062
Si	-0.0002	0.0006	-0.0067
Si	-0.0026	0.0011	0.0064
Si	0.0005	-0.002	0.0136
Si	0.0031	0.0089	-0.0158
Si	-0.0001	-0.0005	-0.0075
Si	0.0014	-0.002	-0.0038
Si	-0.0017	-0.0019	-0.0085
Si	-0.0045	0.0002	-0.0128
Si	0.006	0.0003	-0.0068
Si	-0.0017	0.0005	0.0211
Si	0.0173	0.01	0.0311
Si	0.0028	-0.0003	0.0134
Si	-0.0017	0.0147	0.0046
Si	-0.0042	0.002	0.012
Si	0.0004	-0.0019	0.0114
Si	-0.0005	0.0118	0.0131
Si	0	-0.014	0.0295
Si	-0.0018	0.0027	0.0022
Si	-0.0034	0.0017	-0.0197
Si	0.0009	0.0005	0.0116
Si	0.0003	0.0003	0.0065
Si	0.0009	-0.0009	0.0073
Si	0.0016	0.0008	0.0049
Si	0.0011	0.0028	-0.0173
Si	0.0031	-0.0004	-0.0059
Si	-0.0071	0	-0.0093
Si	-0.0039	0.0004	-0.0046
Si	-0.0013	-0.0001	0.0027
Si	0.0032	-0.0011	-0.0066
Si	-0.0019	-0.0023	0.0072
O	0.0025	0.0014	0.0013
O	-0.0022	0.0015	-0.0065
O	-0.0003	-0.0029	-0.0017
O	0.0018	-0.0004	0.0056
O	0.0019	0.0008	0.0064
O	-0.0001	-0.0004	0.0009
O	-0.0063	-0.0079	-0.0067
O	0.0009	-0.003	-0.0103
O	-0.0004	-0.0001	-0.0041
O	-0.0014	-0.0006	-0.0034
O	0.0003	0.0012	0.0027
O	0.0021	0.0003	-0.0018
O	-0.0151	0.0059	-0.008
O	0.0005	-0.0025	-0.0071
O	-0.0031	0.0011	-0.0058
O	0.001	-0.0024	-0.0031
O	-0.0066	-0.003	-0.0049
O	-0.0002	0.0012	0.0032
O	0.0074	-0.0018	0.0031
O	-0.001	0.002	-0.0023
O	0.0003	-0.0032	0.0029
O	-0.0014	-0.002	0.0047
O	-0.0033	-0.0053	0.0035
O	0.0011	0.0032	-0.0058
O	0.0025	0.0018	-0.0069
O	-0.0003	0.0009	0.0042
O	0.0015	0.001	0.0047
O	0.0001	0.0035	-0.0072
O	-0.0008	0.0014	0.0013
O	0.0019	0.0021	-0.0016
O	0.0014	0	-0.0093
O	0.0041	-0.0134	-0.0017
O	-0.0001	0.0018	-0.0037
O	0.0019	0	0.003
O	0.0017	0.005	-0.0007
O	0.0029	-0.003	0.0043
O	0.0016	-0.0025	-0.0082
O	0.0032	0.0034	-0.0193
O	-0.0011	0.0032	0.0043
O	-0.0013	0.0013	-0.0053
O	-0.0013	-0.0013	-0.0038
O	-0.0002	0.0005	0.0084
O	0.0026	0.0003	0.0062
O	0.0044	0.0052	-0.0029
O	-0.0016	-0.0008	-0.0047
O	-0.0007	0.0015	0.0001
O	0.0007	-0.0014	-0.0026
O	0.0032	-0.0027	0.0062
O	-0.0026	-0.0001	0.0045
O	-0.0031	-0.0002	-0.0028
O	0.0003	-0.0031	0.0035
O	-0.0007	-0.0001	-0.0034
O	0.0017	0.0002	-0.0012
O	-0.0005	0.0003	-0.0021
O	0.001	0.0005	0.0018
O	-0.0002	0.0023	0.0012
O	0.0007	0.0016	-0.004
O	-0.0001	-0.0007	-0.0023
O	0.002	0.0003	0.0031
O	0.0033	0.0015	0.0015
O	-0.0027	0.0015	-0.005
O	0.0017	0.0002	-0.004
O	-0.0052	-0.0012	0.001
O	-0.0006	0.0009	0.0065
O	-0.003	-0.0004	0.0065
O	-0.0009	0.0014	-0.0094
O	0.0027	0.0067	-0.0013
O	-0.0007	0.0052	-0.0095

The program warned: the cutoff lies below the one the program advises for these potential files; the forces do not sum to zero within the program's tolerance; the exchange-correlation potential is rough where the density is thin.
